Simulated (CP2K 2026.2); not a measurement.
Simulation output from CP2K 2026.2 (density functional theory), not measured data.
Periodic cell of 502 atoms, Si360O142, from a study of silicon, its oxide and their interface. The atomic structure is a simulated model.
Doubt: the forces sum to 1.17 eV/angstrom along one axis rather than to zero, so they err by at least 0.0023 eV/angstrom per atom on average; the grid cutoff is modest.

Settings
functional: PBE
method: Gaussian and plane waves
basis set: DZVP-MOLOPT-SR-GTH
pseudopotentials: GTH-PBE
grid cutoff: 350 Ry, relative cutoff 50 Ry
k points: Gamma only
occupations: fixed
spin: none
net charge: 0

Cell vectors (angstrom)
a	16.32	0	0
b	0	16.32	0
c	-7.4302	3.8066	34.2315

Atoms and the computed forces on them: element, x, y, z (angstrom), force x, y, z (eV/angstrom)
Si	14.613	15.407	1.517	0.037	-0.031	-0.196
Si	1.787	1.084	1.649	0.116	-0.222	0.392
Si	14.284	4.342	1.462	-0.07	-0.054	-0.034
Si	0.332	7.069	1.046	-0.617	0.113	0.42
Si	6.652	14.153	33.075	-0.276	0.438	0.227
Si	1.805	12.038	1.473	-0.01	0.018	-0.078
Si	3.434	15.64	1.626	-0.02	0.011	0.08
Si	6.112	1.826	1.47	0.047	0.023	0.061
Si	4.491	3.67	1.572	0.016	-0.056	0.021
Si	7.251	6.279	1.601	0.339	-0.117	0.587
Si	3.781	10.708	1.386	-0.109	0.324	0.54
Si	7.383	11.705	1.436	0.303	-0.03	0.649
Si	10.143	14.452	1.45	-0.011	-0.012	0.037
Si	12.875	0.748	1.434	-0.02	-0.114	0.046
Si	8.998	4.553	1.396	-0.069	-0.027	-0.085
Si	12.718	6.203	1.565	0.091	-0.261	0.609
Si	9.073	9.955	1.215	0.041	-0.013	-0.054
Si	11.919	12.731	1.537	-0.042	0.022	-0.003
Si	-0.005	16.399	2.796	0.018	-0.051	-0.003
Si	2.798	2.74	2.915	0.069	0.006	-0.023
Si	-0.254	5.37	2.573	0.01	-0.005	-0.006
Si	2.769	8.165	2.536	0.01	0.023	0.81
Si	0.069	10.826	2.59	-0.074	-0.042	0
Si	2.693	13.73	2.818	0.019	0.087	0.016
Si	5.278	16.449	2.84	-0.012	-0.022	-0.018
Si	8.037	2.733	2.604	-0.019	0.031	-0.075
Si	5.546	5.311	2.881	0.035	-0.004	-0.031
Si	8.189	8.199	2.617	-0.044	-0.034	-0.003
Si	5.574	11.084	2.834	0.012	0.034	0.01
Si	8.289	13.552	2.613	-0.01	-0.029	-0.113
Si	11.045	16.216	2.698	0	0	-0.058
Si	13.524	2.592	2.782	-0.049	0.056	-0.008
Si	10.813	5.381	2.699	0.03	0	0.039
Si	13.618	8.012	2.817	-0.052	0.001	0
Si	10.82	10.91	2.585	-0.009	-0.022	-0.02
Si	13.612	13.705	2.824	-0.01	0.027	0.039
Si	15.005	1.441	4.181	0.02	-0.021	-0.046
Si	1.294	4.169	3.979	-0.019	0.01	0.022
Si	14.949	6.695	4.184	0.029	-0.043	0.009
Si	1.421	9.503	4.009	0.013	-0.036	-0.047
Si	14.999	12.199	3.978	0.035	-0.005	-0.005
Si	1.263	14.965	4.184	0.007	0.041	-0.032
Si	4.045	1.386	4.358	0.012	-0.014	-0.065
Si	6.861	3.99	4.241	0.045	-0.069	-0.016
Si	4.097	6.803	3.972	-0.031	0.017	-0.019
Si	6.753	9.457	4.058	0.021	-0.031	-0.042
Si	4.183	12.441	4.153	-0.051	0.035	-0.025
Si	6.807	14.965	3.924	-0.008	-0.041	-0.006
Si	9.521	1.333	3.88	0.021	0.008	0.018
Si	12.1	3.951	4.092	0.016	0.012	-0.033
Si	9.575	6.877	4.048	-0.038	-0.046	-0.048
Si	12.2	9.51	3.954	-0.01	-0.002	-0.012
Si	9.522	12.2	4.102	-0.004	-0.024	-0.018
Si	12.294	14.993	4.254	0.019	0.011	-0.03
Si	13.655	16.37	5.538	-0.042	0.007	-0.018
Si	0.033	2.814	5.474	0.028	0.004	0.017
Si	13.515	5.346	5.445	0.049	0.003	0.009
Si	0.042	8.141	5.415	0.029	0.01	-0.031
Si	13.594	10.858	5.326	-0.004	0.023	0.038
Si	-0.05	13.542	5.468	-0.054	0.021	0.007
Si	2.643	16.304	5.562	0.014	0.009	0.011
Si	5.466	2.719	5.612	0.017	0.003	0.021
Si	2.692	5.494	5.359	0.001	-0.02	-0.006
Si	5.409	8.125	5.422	0.016	-0.005	-0.001
Si	2.774	10.923	5.367	-0.017	-0.033	-0.04
Si	5.523	13.723	5.495	0.035	0.026	0.045
Si	8.172	16.313	5.311	0.021	0.017	0.026
Si	10.775	2.637	5.443	-0.032	-0.001	0.028
Si	8.216	5.478	5.437	-0.002	-0.01	-0.018
Si	10.9	8.203	5.429	-0.004	0.001	0.014
Si	8.136	10.838	5.418	-0.037	0.008	-0.015
Si	10.883	13.572	5.477	-0.019	-0.005	-0.038
Si	-1.362	14.935	6.848	0.027	0.007	0.001
Si	1.328	1.406	6.861	-0.004	-0.005	0.002
Si	-1.391	4.085	6.831	-0.007	-0.01	0.007
Si	1.386	6.817	6.8	-0.01	-0.006	-0.015
Si	-1.362	9.514	6.73	-0.021	0.012	-0.01
Si	1.376	12.214	6.781	0.021	0.035	-0.019
Si	4.091	14.992	6.862	0.013	0.015	0.007
Si	6.857	1.312	6.827	0.016	-0.033	-0.022
Si	4.045	4.14	6.802	-0.028	0.024	-0.005
Si	6.8	6.795	6.781	-0.008	-0.024	0.023
Si	4.083	9.538	6.762	0.001	0.016	-0.005
Si	6.82	12.246	6.786	0.006	0.014	0.01
Si	9.5	14.966	6.763	-0.048	0.033	-0.025
Si	12.208	1.362	6.827	0.008	0.012	0.003
Si	9.516	4.08	6.812	0.001	-0.013	-0.003
Si	12.229	6.796	6.781	-0.012	-0.02	0
Si	9.514	9.521	6.791	-0.005	-0.01	0.027
Si	12.27	12.205	6.776	0.019	-0.058	-0.016
Si	-0.013	16.319	8.189	-0.008	0.003	0.011
Si	2.72	2.759	8.18	0.002	-0.011	0.012
Si	-0.004	5.461	8.148	-0.009	0.003	0.01
Si	2.736	8.185	8.15	-0.011	0	0.018
Si	-0.006	10.863	8.13	0	-0.007	-0.008
Si	2.727	13.581	8.16	0.022	0.001	0.005
Si	5.462	16.333	8.207	-0.009	-0.002	0.016
Si	8.169	2.718	8.18	-0.012	0.015	0.015
Si	5.433	5.465	8.163	-0.005	-0.002	0.011
Si	8.157	8.156	8.143	-0.002	0.006	0.016
Si	5.444	10.888	8.132	0.002	0.003	0.004
Si	8.169	13.603	8.15	0.007	-0.012	0.011
Si	10.858	16.304	8.162	0.018	-0.003	0.003
Si	13.578	2.716	8.183	-0.012	0.004	-0.001
Si	10.882	5.44	8.16	-0.007	-0.015	0.01
Si	13.61	8.157	8.123	0.018	-0.007	0.004
Si	10.892	10.868	8.141	-0.01	0.016	0.014
Si	13.59	13.572	8.175	-0.01	0.038	0.005
Si	-1.391	17.695	14.957	0.003	0.016	0.002
Si	1.36	4.111	14.965	0.02	-0.016	0.011
Si	-1.361	6.782	14.953	-0.007	0.001	-0.004
Si	1.358	9.496	14.95	0.007	0.004	-0.011
Si	-1.369	12.197	14.9	0.024	0.003	-0.017
Si	1.36	14.973	14.89	-0.003	-0.007	-0.004
Si	4.092	17.717	14.917	0.003	-0.016	-0.006
Si	6.821	4.111	14.955	-0.017	-0.004	-0.01
Si	4.085	6.855	14.984	-0.007	0.014	-0.002
Si	6.822	9.537	15.012	0.005	0.003	-0.014
Si	4.133	12.252	14.953	0.007	0.007	0.011
Si	6.78	14.929	14.93	0	0.005	0.01
Si	9.523	17.676	14.959	0.02	-0.029	-0.001
Si	12.243	4.09	14.975	-0.012	0.004	0.006
Si	9.545	6.835	15.001	0.002	0.007	0.007
Si	12.173	9.461	14.963	-0.007	0.013	0.015
Si	9.502	12.201	14.985	-0.006	0	-0.007
Si	12.21	14.949	14.972	-0.013	-0.006	-0.013
Si	-2.766	16.337	16.321	-0.005	-0.01	0.004
Si	-0.034	2.761	16.301	0	-0.011	-0.012
Si	-2.72	5.455	16.346	0.008	0.009	-0.019
Si	0.024	8.097	16.319	0.004	-0.008	-0.004
Si	-2.733	10.807	16.223	0.021	-0.013	-0.031
Si	-0.003	13.584	16.203	0.018	-0.016	-0.029
Si	2.728	16.338	16.229	-0.009	0.01	-0.006
Si	5.446	2.763	16.29	-0.007	-0.037	-0.007
Si	2.708	5.506	16.328	-0.039	0.008	0.003
Si	5.452	8.202	16.373	-0.003	-0.003	0.016
Si	2.723	10.903	16.247	-0.058	-0.02	-0.014
Si	5.531	13.54	16.372	0.021	-0.002	0.03
Si	8.112	16.316	16.257	-0.014	0.006	-0.003
Si	10.878	2.723	16.324	-0.006	0.015	0.007
Si	8.194	5.457	16.325	-0.004	-0.018	-0.004
Si	10.833	8.183	16.465	0.019	0.011	0.003
Si	8.175	10.869	16.433	0.005	0.019	-0.018
Si	10.866	13.55	16.326	0.012	-0.014	0.009
Si	-1.389	14.888	17.547	-0.007	-0.013	-0.024
Si	1.347	17.688	17.571	0.036	-0.023	0.001
Si	-1.333	4.143	17.728	0.045	-0.008	0.008
Si	1.346	6.783	17.791	-0.023	-0.036	-0.022
Si	-1.397	9.446	17.579	-0.049	-0.005	-0.018
Si	1.361	12.267	17.573	0.014	0.003	-0.006
Si	4.113	14.972	17.547	0.015	0.062	-0.015
Si	6.804	17.712	17.635	0.009	-0.02	0.003
Si	4.128	4.184	17.623	0.022	0.021	0.028
Si	6.893	6.853	17.686	-0.027	0.045	0.011
Si	4.044	9.605	17.668	0.033	0.05	-0.015
Si	6.861	12.18	17.891	-0.013	0.024	0.023
Si	9.396	14.895	17.594	0.038	0.001	-0.06
Si	12.229	17.728	17.723	0.04	0.002	0.052
Si	9.512	4.061	17.698	0.006	0.002	0.013
Si	12.223	6.763	17.743	-0.018	-0.01	-0.009
Si	9.498	9.581	17.916	-0.016	0.005	0.023
Si	12.277	12.132	17.612	0.016	0.029	-0.058
Si	-0.017	16.233	18.83	0.026	-0.027	-0.02
Si	2.693	2.819	18.84	-0.016	-0.024	-0.012
Si	-0.008	5.426	19.246	0.05	0.026	0.015
Si	2.715	8.245	19.035	0.049	-0.036	-0.008
Si	-0.053	10.87	18.815	0.002	-0.021	0.082
Si	2.774	13.632	18.883	-0.026	-0.031	-0.013
Si	5.445	16.318	18.918	-0.001	0.004	-0.034
Si	8.121	2.733	19.064	0.012	-0.007	-0.022
Si	5.536	5.511	19.019	-0.027	0.015	-0.057
Si	8.082	8.186	19.264	-0.036	0.023	-0.001
Si	5.348	10.85	19.207	0.013	-0.041	0.029
Si	8.282	13.58	19.247	0.061	-0.016	0.053
Si	10.726	16.287	18.857	-0.027	0.014	-0.07
Si	-2.676	2.803	19.088	-0.056	-0.045	0.003
Si	10.87	5.365	19.1	0.049	-0.02	0.048
Si	-2.688	8.117	19.047	0.061	-0.011	0.02
Si	11.018	10.931	19.205	-0.036	0.071	0.02
Si	-2.713	13.515	18.926	-0.004	0.017	-0.058
Si	-1.339	17.546	20.209	-0.017	-0.043	-0.001
Si	1.44	3.972	20.474	-0.033	-0.009	0.094
Si	-1.412	6.835	20.599	-0.029	-0.05	-0.011
Si	1.255	9.611	20.272	-0.04	-0.036	0.016
Si	-1.355	12.132	20.305	-0.056	-0.005	0.108
Si	1.394	14.953	20.194	-0.005	0.016	-0.025
Si	4.039	17.761	20.099	0.084	-0.033	-0.011
Si	8.29	5.402	21.882	-0.057	-0.032	-0.799
Si	4.427	7.185	20.254	0.295	0.304	-0.394
Si	6.199	12.684	23.494	-0.221	0.485	-0.483
Si	3.97	12.361	20.452	0.036	0.008	0.009
Si	6.701	14.952	20.358	0.002	0.048	0.01
Si	9.391	17.554	20.354	0.023	-0.041	0.007
Si	-4.075	4.063	20.573	-0.016	0.011	-0.039
Si	9.568	6.782	20.478	-0.002	0.043	0.05
Si	-3.942	9.463	20.52	-0.034	0.021	0.1
Si	10.34	12.854	20.482	-0.035	0.169	-0.537
Si	11.922	14.691	20.033	-0.021	-0.043	0.046
Si	-3.065	16.231	21.215	-0.116	-0.026	-0.533
Si	0.565	18.262	21.504	0.299	-0.005	-0.622
Si	-3.248	5.957	21.896	-0.07	0.084	-0.511
Si	-0.361	8.667	21.699	0.054	0.047	0.03
Si	-2.103	10.36	21.735	0.194	-0.156	-0.59
Si	0.446	13.153	21.36	0.012	0.003	0.015
Si	2.442	16.668	21.395	-0.052	0.003	0.048
Si	6.824	4.139	20.469	-0.037	0.026	0.021
Si	2.97	5.036	21.969	-0.33	-0.251	-0.562
Si	6.333	9.772	22.79	-0.127	-0.227	-0.688
Si	2.095	11.416	21.498	0.034	0.026	-0.092
Si	5.144	13.928	21.803	-0.018	-0.042	0.005
Si	7.839	16.395	21.782	-0.283	0.435	-0.43
Si	11.125	18.515	21.585	-0.371	0.464	0.018
Si	5.177	2.879	21.58	0.379	-0.318	-0.264
Si	11.357	7.702	21.726	0.197	-0.192	-0.655
Si	6.149	9.005	20.528	-0.025	-0.062	0.013
Si	8.647	14.559	24.184	-0.16	-0.093	-0.179
Si	-2.753	17.291	25.083	-0.071	0.21	-0.217
Si	2.063	15.665	24.952	0.024	-0.022	-0.072
Si	-4.518	3.425	24.927	-0.143	0.628	-0.251
Si	-1.687	5.146	27.579	-0.126	0.028	-0.138
Si	-1.992	10.376	24.885	-0.031	-0.176	-0.256
Si	0.227	13.547	23.616	0.056	-0.326	-0.592
Si	0.153	11.383	31.281	0.091	0.053	0.134
Si	1.544	18.219	31.141	0.057	-0.016	0.061
Si	2.621	5.972	29.914	-0.023	0.077	0.022
Si	4.128	10.796	24.586	-0.666	0.24	-0.344
Si	1.88	10.979	23.796	0.142	-0.328	-0.153
Si	4.155	15.889	22.87	0.21	0.194	-0.457
Si	9.091	7.296	31.461	0.049	0.027	0.085
Si	6.015	17.509	22.956	-0.196	-0.262	-0.534
Si	2.672	3.26	28.71	0.02	0.057	0.123
Si	-4.921	10.517	25.788	0.129	0.142	0.054
Si	10.527	7.795	24.769	0.085	0.027	-0.204
Si	3.674	10.421	27.605	0.006	0.043	0.082
Si	-4.731	17.924	27.224	-0.113	0.15	-0.06
Si	-1.247	16.233	28.491	-0.095	0.024	-0.005
Si	-3.788	8.177	33.718	0.181	-0.144	0.501
Si	7.173	6.2	29.478	-0.031	-0.121	-0.012
Si	3.288	15.803	31.622	-0.003	0.032	0.054
Si	4.575	12.309	31.704	0.071	0.008	0.001
Si	11.044	12.752	23.563	0.003	0.028	-0.134
Si	8.423	14.381	29.042	-0.018	-0.205	0.057
Si	3.271	5.737	33.011	0.428	0.242	0.257
Si	5.446	16.157	33.656	0.168	-0.462	0.436
Si	2.083	13.276	33.05	-0.238	0.141	0.583
Si	5.012	6.48	25.937	0.033	-0.095	-0.063
Si	7.664	18.653	25.262	-0.008	-0.009	-0.118
Si	1	4.117	26.377	0.052	0.059	-0.062
Si	-2.383	13.045	31.247	-0.099	-0.113	0.054
Si	5.46	5.213	33.396	0.088	-0.015	-0.04
Si	-6.084	9.882	32.617	0.333	0.48	-0.317
Si	7.72	18.405	33.575	-0.224	0.418	0.774
Si	7.54	7.306	24.19	0.013	0.008	-0.107
Si	2.245	6.323	24.62	-0.073	-0.006	-0.126
Si	-2.623	14.565	23.611	0.055	-0.081	0.016
Si	2.361	7.831	33.417	-0.02	-0.249	0.8
Si	-0.962	12.104	27.119	0.017	0.018	0.065
Si	-1.429	17.381	31.155	0.015	0.018	-0.168
Si	1.848	19.491	33.883	0.186	-0.304	0.474
Si	-2.617	18.798	28.933	0.075	-0.004	-0.077
Si	4.664	7.896	28.698	0.063	-0.088	0.073
Si	6.383	3.897	31.611	-0.305	0.246	0.49
Si	-5.16	11.818	31.436	-0.272	-0.601	0.224
Si	-5.141	5.634	32.952	0.021	0.019	0.234
Si	-5.683	12.408	28.335	-0.046	-0.012	0.051
Si	-5.747	16.884	33.552	0.04	-0.234	0.709
Si	-3.787	19.322	33.555	-0.051	0.085	0.634
Si	15.244	9.018	1.479	0.412	-0.199	0.457
Si	5.526	15.314	29.42	0.078	0.131	-0.118
Si	-0.292	6.927	32.299	0.036	-0.057	0.156
Si	1.112	14.462	27.574	-0.014	0.01	0.104
Si	5.442	18.452	29.194	0.116	0.034	0.137
Si	0.778	10.047	28.68	0.049	0.015	0.092
Si	3.605	13.282	28.81	0.066	0.043	-0.014
Si	-0.253	7.112	29.422	0.078	-0.034	0.031
Si	-1.921	15.362	33.241	0.11	-0.024	0.107
Si	10.052	3.178	23.412	0.595	-0.107	-0.103
Si	0.218	18.085	24.616	-0.023	-0.113	-0.002
Si	-3.111	13.87	28.441	0.007	0.062	-0.062
Si	8.9	16.425	26.757	0.114	0.034	-0.145
Si	4.718	9.666	32.836	-0.022	-0.085	0.146
Si	-3.578	5.556	25.024	-0.242	-0.699	-0.155
Si	-1.302	9.444	33.159	-0.032	-0.024	0.096
Si	0.496	8.944	23.925	0.127	0.415	-0.65
Si	6.616	7.314	33.447	-0.176	-0.283	0.651
Si	-6.737	14.533	31.819	-0.072	-0.103	0.076
Si	6.564	4.316	27.173	0.004	-0.046	0.063
Si	-0.969	4.313	33.765	-0.233	0.402	0.569
Si	-1.385	1.349	9.536	-0.023	-0.033	0
Si	1.346	4.105	9.525	-0.003	-0.009	-0.008
Si	-1.358	6.814	9.507	0.023	-0.004	0.011
Si	1.352	9.519	9.51	0.002	-0.009	0.02
Si	-1.351	12.223	9.52	-0.005	0.009	0
Si	1.368	14.957	9.522	0.01	0.032	-0.009
Si	4.091	1.396	9.533	0.028	0.026	0.013
Si	6.789	4.085	9.522	-0.022	-0.042	0.009
Si	4.09	6.831	9.523	0.02	0.019	0.008
Si	6.802	9.525	9.496	-0.004	0.005	-0.003
Si	4.087	12.228	9.514	-0.021	-0.014	0.002
Si	6.811	14.944	9.534	-0.024	-0.004	-0.002
Si	9.529	1.362	9.538	-0.001	0.016	-0.003
Si	12.237	4.09	9.533	0.04	0.019	0.004
Si	9.51	6.795	9.513	-0.007	-0.02	-0.005
Si	12.243	9.504	9.501	-0.013	0.006	-0.007
Si	9.536	12.238	9.5	0.021	0.028	0.004
Si	12.22	14.94	9.52	-0.02	-0.034	0.016
Si	13.576	16.307	10.883	0.001	0.019	-0.008
Si	-0.013	2.727	10.869	-0.002	-0.003	-0.01
Si	13.607	5.448	10.871	-0.016	-0.004	-0.005
Si	-0.003	8.16	10.877	-0.018	-0.007	0
Si	13.592	10.867	10.874	0.014	-0.006	0.005
Si	0.005	13.593	10.884	0.009	0.005	0.005
Si	2.72	16.336	10.869	0.008	-0.024	-0.01
Si	5.443	2.741	10.906	-0.018	0.004	0.016
Si	2.721	5.464	10.872	-0.008	0.002	-0.008
Si	5.457	8.177	10.883	-0.01	0.004	0.004
Si	2.726	10.873	10.869	0.011	0.026	-0.007
Si	5.446	13.587	10.878	0.011	0.001	0.005
Si	8.165	16.316	10.888	-0.003	-0.001	0
Si	10.88	2.73	10.896	0.013	-0.009	0.003
Si	8.154	5.448	10.887	-0.004	0	0.001
Si	10.877	8.152	10.868	0.006	-0.01	0
Si	8.166	10.878	10.852	-0.009	-0.002	-0.009
Si	10.874	13.583	10.887	-0.001	0.01	0.005
Si	-1.374	14.954	12.235	-0.017	0.007	0.003
Si	1.354	1.38	12.229	-0.009	0.005	-0.011
Si	-1.365	4.082	12.233	0.006	0.001	0.002
Si	1.364	6.81	12.239	-0.001	0.002	0
Si	-1.38	9.502	12.236	0.008	0.013	0
Si	1.377	12.229	12.237	0.021	-0.029	0.007
Si	4.082	14.967	12.21	-0.014	0.026	-0.009
Si	6.81	1.363	12.247	0.004	-0.015	0.004
Si	4.081	4.118	12.247	0	-0.011	-0.001
Si	6.806	6.819	12.258	-0.003	0.003	0
Si	4.096	9.531	12.239	-0.014	-0.001	0.001
Si	6.814	12.227	12.229	-0.01	0.007	0.002
Si	9.517	14.946	12.244	0.005	-0.01	-0.007
Si	12.229	17.675	12.248	0.005	-0.004	-0.001
Si	9.524	4.1	12.255	-0.011	-0.007	0
Si	12.239	6.793	12.228	0.031	-0.011	-0.002
Si	9.507	9.51	12.223	0.006	0.012	-0.009
Si	12.226	12.219	12.248	-0.013	0.016	0.001
Si	-0.022	16.343	13.578	0.014	-0.002	-0.007
Si	2.711	2.753	13.587	-0.004	0.007	-0.005
Si	-0.002	5.441	13.585	-0.002	-0.011	0.004
Si	2.732	8.174	13.587	0.016	-0.001	0.001
Si	0.006	10.848	13.569	-0.031	-0.001	-0.005
Si	2.752	13.601	13.581	-0.001	0.029	0.003
Si	5.433	16.314	13.581	-0.01	-0.019	0.005
Si	8.17	2.731	13.604	0	-0.007	0.007
Si	5.437	5.474	13.622	-0.019	0.005	-0.003
Si	8.169	8.173	13.63	-0.02	-0.007	-0.007
Si	5.471	10.876	13.605	0.015	0	-0.001
Si	8.166	13.575	13.601	0.016	0.025	0.004
Si	10.868	16.309	13.6	0.004	0.003	-0.016
Si	-2.736	2.731	13.594	-0.012	-0.024	-0.006
Si	10.889	5.465	13.622	0.026	0.003	0.002
Si	-2.741	8.139	13.607	-0.006	-0.005	0.004
Si	10.851	10.85	13.601	-0.008	-0.003	-0.001
Si	-2.738	13.594	13.597	0.013	0.002	0.008
O	1.89	7.271	1.496	0.312	-0.197	-0.163
O	3.568	9.091	1.442	0.493	-0.289	-0.228
O	6.404	6.978	25.282	0.181	0.059	0.146
O	6.893	11.315	22.89	0.5	0.011	-0.218
O	7.325	13.604	24.241	-0.021	-0.128	0.267
O	10.448	12.427	22.082	-0.287	-0.54	0.137
O	-3.383	18.638	24.394	0.139	-0.01	-0.428
O	7.346	5.455	28.042	0.365	0.157	-0.112
O	-2.916	5.784	23.529	0.511	-0.172	0.138
O	-5.237	8.904	33.632	-0.4	0.153	0.396
O	-2.33	10.752	23.332	-0.461	0.348	0.282
O	8.75	15.595	25.396	0.118	-0.069	0.139
O	1.679	5.488	25.874	0.138	0.33	0.286
O	-2.201	19.672	33.254	0.047	-0.19	-0.225
O	0.209	15.74	27.997	0.282	0.422	-0.175
O	9.406	14.818	30.243	0.463	0.522	-0.298
O	9.352	4.506	22.751	0.087	-0.103	0.256
O	10.91	8.175	23.238	0.051	0.487	0.215
O	10.552	9.141	25.669	-0.161	0.059	0.468
O	9.981	13.687	24.31	0.158	-0.15	0.404
O	-4.673	13.669	28.043	-0.02	0.369	-0.072
O	6.885	14.414	29.61	0.012	-0.141	0.278
O	-0.933	7.87	33.461	-0.103	-0.022	0.471
O	2.287	14.641	32.163	-0.409	0.043	0.016
O	1.576	19.152	29.825	-0.373	0.063	0.009
O	-3.213	15.065	34.148	-0.346	0.242	-0.376
O	5.032	12.175	24.537	-0.05	0.178	0.695
O	1.082	10.868	30.056	0.421	0.201	0.033
O	3.826	6.578	24.849	0.189	0.236	-0.461
O	4.858	9.765	23.526	-0.545	-0.524	0.052
O	-1.546	17.807	28.163	0.496	0.289	-0.512
O	2.091	5.425	23.279	-0.506	-0.355	0.081
O	5.867	16.876	29.089	0.133	-0.027	-0.114
O	3.733	6.426	21.556	0.041	0.115	0.417
O	4.15	10.163	26.079	0.18	-0.461	0.147
O	4.918	10.729	31.645	0.374	-0.027	-0.363
O	1.489	17.176	25.026	0.275	0.264	0.163
O	8.506	6.963	29.987	0.354	0.327	-0.475
O	3.405	7.341	29.555	-0.207	0.429	0.106
O	3.91	12.748	30.306	-0.359	-0.233	-0.022
O	0.483	3.255	25.135	-0.04	0.197	-0.141
O	-0.595	15.654	34.119	0.081	0.133	-0.334
O	-2.176	16.711	32.404	-0.535	0.189	0.273
O	2.087	13.875	28.737	-0.225	0.132	0.583
O	8.013	17.744	26.543	-0.247	0.074	0.259
O	3.193	9.12	32.857	-0.281	0.191	-0.247
O	4.09	3.896	22.324	-0.103	0.053	0.537
O	2.226	18.948	32.405	0.478	-0.007	-0.109
O	-1.358	11.644	25.636	0.166	0.385	-0.188
O	9.1	13.012	28.411	-0.189	-0.183	-0.237
O	-3.9	6.701	33.011	0.386	-0.142	-0.205
O	-0.38	10.823	27.886	-0.081	-0.07	0.16
O	0.123	13.293	27.075	0.09	0.018	-0.358
O	1.492	1.739	0.145	-0.389	-0.014	0.104
O	1.045	6.15	29.587	-0.044	-0.248	0.055
O	5.031	10.425	34.228	0.196	0.635	-0.164
O	-0.456	5.353	32.606	0.26	-0.352	-0.395
O	14.35	9.498	0.194	-0.477	0.017	-0.214
O	6.556	17.305	33.286	-0.272	-0.139	-0.213
O	8.337	15.509	27.921	-0.502	0.124	-0.167
O	2.123	9.985	27.791	-0.13	-0.338	-0.01
O	5.909	13.159	32.026	-0.005	-0.082	-0.587
O	-4.72	6.693	25.296	-0.126	0.123	0.437
O	-5.341	11.747	29.797	-0.151	-0.535	-0.286
O	-2.306	18.59	30.511	-0.125	0.467	0.452
O	0.235	8.556	28.926	0.146	0.147	-0.159
O	-5.414	11.316	27.137	-0.021	-0.021	0.028
O	-4.077	17.329	21.931	0.102	-0.242	0.021
O	-1.292	13.832	24.155	-0.206	-0.269	0.304
O	3.805	12.009	27.844	0.296	0.195	-0.475
O	-3.103	15.839	24.472	-0.367	-0.258	0.249
O	0.022	17.934	31.557	0.004	0.315	0.575
O	6.825	5.064	30.577	-0.08	0.165	-0.118
O	-7.18	10.524	33.668	-0.451	0.285	-0.368
O	3.192	4.769	28.989	0.549	0.036	-0.088
O	3.579	15.613	24.395	0.235	0.094	0.415
O	8.124	14.565	32.514	0.142	0.403	0.087
O	-1.745	14.042	32.339	0.222	0.012	0.238
O	-2.401	15.231	27.927	-0.179	0.26	-0.646
O	7.342	8.812	23.623	0.602	0.32	0.143
O	4.04	16.489	32.873	-0.361	0.323	0.074
O	-3.844	13.512	23.471	0.221	-0.259	-0.221
O	-7.124	17.757	33.516	0.246	0.027	0.247
O	-6.032	13.083	32.012	0.128	-0.036	0.273
O	-4.158	18.317	28.686	-0.552	-0.023	0.342
O	1.076	14.885	23.946	0.069	0.469	-0.101
O	2.362	4.719	33.935	-0.059	0.307	0.39
O	4.553	15.338	30.725	0.075	-0.453	0.165
O	-1.366	6.475	28.44	-0.364	0.351	-0.147
O	0.98	12.281	24.347	0.107	-0.097	0.569
O	3.885	18.53	28.79	-0.26	-0.522	-0.291
O	2.021	3.223	27.243	0.07	-0.534	-0.37
O	-6.097	6.181	31.778	-0.073	-0.312	-0.575
O	5.226	4.977	26.526	-0.667	-0.145	0.038
O	6.38	18.035	24.485	-0.242	-0.162	0.334
O	6.493	6.595	0.168	-0.012	0.273	-0.175
O	-5.15	11.423	24.463	0.014	-0.34	-0.101
O	0.023	18.265	23.036	-0.455	0.325	-0.061
O	-2.498	4.011	28.42	-0.539	0.094	0.039
O	-2.211	15.232	22.196	0.619	-0.18	-0.152
O	-5.106	2.948	26.394	-0.444	0.234	0.105
O	2.081	14.949	26.387	0.541	-0.229	0.109
O	-4.501	17.888	33.181	0.347	-0.11	-0.051
O	7.394	6.265	22.949	-0.406	0.09	-0.098
O	-6.72	8.843	31.519	-0.118	0.315	-0.684
O	-3.582	12.09	31.804	0.174	-0.125	0.443
O	7.426	3.806	25.892	0.215	0.443	-0.187
O	-2.307	12.604	27.855	-0.167	-0.261	-0.011
O	4.573	9.518	28.62	0.377	0.291	0.315
O	2.902	5.506	31.428	-0.102	-0.076	-0.132
O	8.678	15.406	22.808	0.3	-0.144	-0.078
O	4.631	14.467	28.354	0.133	-0.033	-0.731
O	7.985	7.122	32.617	-0.046	-0.36	0.024
O	1.22	7.497	32.275	0.324	0.128	-0.626
O	10.373	16.886	27.22	0.173	-0.332	0.181
O	5.714	8.414	32.629	-0.029	-0.108	-0.555
O	8.866	18.66	24.174	-0.02	-0.302	-0.129
O	-2.888	9.291	32.906	-0.246	0.26	-0.389
O	-3.038	13.888	30.049	-0.18	0.255	0.015
O	5.652	19.06	30.699	-0.162	-0.345	0.419
O	0.972	12.304	32.339	-0.237	-0.15	0.223
O	-0.457	10.031	31.935	-0.029	-0.47	-0.447
O	-1.239	16.167	30.102	-0.034	-0.391	0.336
O	2.365	16.859	30.837	-0.027	-0.151	-0.612
O	0.233	19.576	34.095	-0.154	-0.243	0.153
O	4.581	7.406	27.172	-0.313	0.26	-0.256
O	-2.473	5.591	26.225	0.297	0.179	0.137
O	-0.271	4.477	27.268	0.105	-0.169	0.396
O	-5.815	15.708	32.432	0.265	-0.18	-0.28
O	3.521	12.525	32.925	0.255	-0.338	0.619
O	6.246	19.377	28.137	0.082	-0.226	0.062
O	-0.857	9.189	24.858	-0.25	-0.248	0.361
O	-0.963	7.236	30.873	-0.535	0.295	-0.033
O	1.398	7.7	24.489	0.153	0.062	0.077
O	-3.489	17.226	26.497	0.357	-0.42	0.422
O	-1.124	12.189	30.703	-0.181	-0.16	-0.282
O	-1.147	17.438	25.2	0.142	-0.374	0.341
O	-4.588	4.142	32.685	-0.09	-0.128	-0.482
O	9.024	7.187	24.83	0	-0.409	0.249
O	6.013	7.329	29.383	0.172	0.414	0.093
O	-3.352	10.04	25.717	0.015	-0.347	0.275
O	7.65	19.504	32.362	0.595	-0.021	-0.323

Results
total energy: -100771.370 eV
total energy less fixed offsets of O -438.35, Si -107.03 eV per atom: 5.130 eV
